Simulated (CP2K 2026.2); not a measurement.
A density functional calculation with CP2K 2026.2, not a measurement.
Periodic cell of 534 atoms, Si358O176, from a study of silicon, its oxide and their interface. The atomic structure is a simulated model.
Doubt: the forces sum to 1.49 eV/angstrom along one axis rather than to zero, so they err by at least 0.0028 eV/angstrom per atom on average; the grid cutoff is modest.

Settings
functional: PBE
method: Gaussian and plane waves
basis set: DZVP-MOLOPT-SR-GTH
pseudopotentials: GTH-PBE
grid cutoff: 350 Ry, relative cutoff 50 Ry
k points: Gamma only
occupations: fixed
spin: none
net charge: 0

Cell vectors (angstrom)
a	16.4025	0	0
b	0	16.4025	0
c	0	0	35.5157

Atoms and the computed forces on them: element, x, y, z (angstrom), force x, y, z (eV/angstrom)
Si	16.223	0.086	34.913	0.072	-0.133	0.773
Si	2.792	2.624	0.258	-0.106	-0.211	0.113
Si	0.672	4.888	35.41	0.255	-0.343	0.553
Si	3.181	7.715	35.424	0.113	-0.015	0.293
Si	15.889	11.354	35.465	-0.084	-0.219	0.088
Si	2.606	13.367	34.904	-0.16	-0.048	-0.084
Si	5.121	0.599	0.007	0.074	0.317	-0.229
Si	8.576	2.464	0.261	-0.115	0.043	-0.388
Si	5.14	5.136	35.269	0.45	0.092	-0.363
Si	7.875	8.586	0.16	-0.003	0.199	-0.014
Si	5.759	10.841	0.378	0.174	-0.121	-0.278
Si	8.408	13.533	0.015	-0.019	0.01	0.03
Si	10.793	0.226	0.151	-0.092	-0.007	-0.15
Si	13.837	2.27	35.109	-0.089	0.197	0.492
Si	10.869	5.396	0.12	-0.037	0.023	-0.14
Si	13.845	8.118	0.319	-0.02	0.063	0.049
Si	10.612	11.331	35.436	-0.072	0.036	0.046
Si	13.593	13.607	35.388	0.007	-0.098	0.104
Si	1.253	1.178	1.224	-0.012	0.044	-0.473
Si	4.147	3.99	1.519	-0.093	0.029	-0.129
Si	1.54	6.703	1.274	-0.272	-0.106	0.055
Si	4.109	9.47	1.309	-0.134	-0.049	0.093
Si	1.35	12.248	1.135	-0.061	0.153	-0.043
Si	4.062	15.319	1.233	-0.051	0.043	0.36
Si	6.814	1.458	1.417	0.078	-0.129	-0.001
Si	9.707	4.014	1.571	-0.114	0.134	-0.11
Si	7.015	6.823	1.443	0.045	0.048	-0.267
Si	9.559	9.719	1.364	0.007	-0.017	-0.17
Si	6.949	12.419	1.557	0.122	-0.095	-0.117
Si	9.593	15.034	1.408	-0.126	0	-0.299
Si	12.434	1.359	1.353	-0.043	0.087	-0.27
Si	15.083	3.953	1.01	0.133	-0.082	-0.207
Si	12.222	6.851	1.414	0.062	-0.177	-0.077
Si	15.088	9.671	1.471	-0.004	0.073	-0.254
Si	12.187	12.416	1.345	-0.006	-0.191	-0.324
Si	15.053	15.079	1.076	-0.026	-0.044	-0.417
Si	16.357	2.642	2.594	-0.164	0	-0.125
Si	2.674	0.026	2.74	-0.043	-0.038	0.076
Si	0.118	8.179	2.629	0.154	-0.12	0.017
Si	2.803	5.421	2.784	0.063	0.314	0.222
Si	0.035	13.708	2.529	0.05	0.074	-0.069
Si	2.685	10.881	2.592	-0.001	-0.11	-0.048
Si	5.554	2.763	2.872	0.149	0.052	0.162
Si	8.152	16.374	2.729	-0.028	0.083	0.013
Si	5.478	8.143	2.749	0.026	-0.133	0.014
Si	8.332	5.483	2.827	-0.028	-0.104	0.196
Si	5.381	13.783	2.626	-0.007	0.104	-0.002
Si	8.256	11.007	2.874	0.162	-0.033	0.143
Si	11.106	2.682	2.82	0.062	-0.086	0.161
Si	13.765	16.362	2.655	0.002	-0.072	-0.004
Si	10.923	8.277	2.744	-0.191	0.167	-0.073
Si	13.73	5.388	2.574	0.082	-0.041	-0.202
Si	10.926	13.723	2.806	0.05	-0.011	0.14
Si	13.607	11.009	2.712	-0.053	0.086	0.093
Si	1.338	4.037	4.026	-0.031	0.021	-0.108
Si	4.069	1.392	4.11	0.113	-0.016	0.002
Si	1.398	9.552	4.053	-0.006	-0.04	0.041
Si	4.131	6.812	4.169	-0.07	0.004	-0.18
Si	1.342	15.005	4.06	0.048	0.041	-0.087
Si	4.066	12.296	3.963	-0.056	0.061	-0.036
Si	6.916	4.149	4.193	-0.037	-0.038	-0.095
Si	9.602	1.33	4.098	-0.04	0.001	-0.139
Si	6.842	9.556	4.121	0.093	0.013	-0.075
Si	9.631	6.889	4.161	0.065	-0.001	0.055
Si	6.767	15.046	4.104	-0.01	0.109	-0.046
Si	9.616	12.361	4.215	-0.069	-0.174	-0.065
Si	12.431	4.106	4.113	-0.026	-0.006	-0.013
Si	15.053	1.333	4.078	0.11	0.084	-0.146
Si	12.307	9.61	4.103	0.042	0.022	0.023
Si	15.093	6.798	3.958	-0.113	0.04	0.005
Si	12.366	15.063	4.092	0	-0.068	-0.058
Si	15.058	12.372	4.002	-0.024	-0.056	-0.11
Si	16.395	0.007	10.908	-0.015	0.001	-0.013
Si	2.722	2.735	10.931	0.003	0.013	0.008
Si	16.398	5.461	10.934	0.014	0.032	0.006
Si	2.718	8.192	10.926	0.004	0.005	0.004
Si	0.006	10.932	10.928	-0.019	0.013	-0.006
Si	2.709	13.669	10.92	0.006	0.024	0.01
Si	5.441	16.402	10.929	0.026	0.009	0.008
Si	8.192	2.738	10.936	-0.009	0.01	0.007
Si	5.455	5.465	10.916	0.021	0.003	-0.007
Si	8.203	8.191	10.917	0.023	0.018	-0.003
Si	5.448	10.928	10.91	0.038	-0.037	-0.012
Si	8.193	13.681	10.918	-0.006	-0.006	0.001
Si	10.941	0.018	10.935	-0.028	-0.008	0
Si	13.677	2.741	10.93	0	0.008	0
Si	10.949	5.471	10.942	-0.03	0.018	0.006
Si	13.686	8.202	10.938	-0.009	-0.003	-0.005
Si	10.943	10.939	10.913	0.001	0.003	-0.001
Si	13.682	13.672	10.919	-0.018	-0.009	-0.006
Si	1.325	1.384	12.286	0.018	-0.048	-0.005
Si	4.086	4.106	12.298	0.035	0.006	0.015
Si	1.358	6.821	12.303	-0.006	-0.033	0.002
Si	4.09	9.559	12.284	0.018	0.045	0.003
Si	1.356	12.308	12.302	-0.005	-0.037	0.011
Si	4.047	15.05	12.289	0.012	-0.053	0.002
Si	6.807	1.371	12.294	-0.005	-0.007	0.001
Si	9.56	4.109	12.301	-0.015	-0.051	0.017
Si	6.827	6.823	12.283	-0.032	-0.015	0.03
Si	9.574	9.563	12.27	-0.028	-0.029	-0.015
Si	6.81	12.304	12.258	-0.004	0.021	-0.014
Si	9.555	15.06	12.285	0.027	0.008	0.006
Si	12.31	1.388	12.303	0.031	0.019	0.019
Si	15.035	4.093	12.31	-0.049	-0.011	-0.008
Si	12.325	6.829	12.311	0.001	0.032	0.017
Si	15.052	9.569	12.306	0.022	0.026	-0.018
Si	12.307	12.311	12.281	-0.028	-0.031	-0.009
Si	15.046	15.047	12.284	-0.011	0.021	-0.003
Si	16.383	2.732	13.697	0.012	0.015	0.02
Si	2.659	0.014	13.656	-0.041	0.086	-0.026
Si	16.401	8.184	13.676	-0.035	0.031	0.019
Si	2.706	5.447	13.685	0.01	0.034	0
Si	0.003	13.698	13.673	-0.016	0.011	0.028
Si	2.725	10.926	13.65	0.018	-0.038	-0.011
Si	5.431	2.725	13.672	0.05	0.028	0.004
Si	8.175	0.013	13.661	-0.025	0.005	-0.062
Si	5.444	8.174	13.648	0.052	-0.013	-0.01
Si	8.176	5.456	13.676	0.007	0.032	0.011
Si	5.412	13.652	13.61	0.082	0.009	-0.037
Si	8.185	10.931	13.604	0.017	-0.002	0.034
Si	10.931	2.751	13.672	-0.049	0.029	-0.031
Si	13.699	0.024	13.652	-0.029	-0.053	-0.041
Si	10.947	8.211	13.648	-0.047	0.021	0.028
Si	13.675	5.445	13.69	0.066	-0.031	0.01
Si	10.939	13.695	13.631	-0.034	-0.01	0.011
Si	13.689	10.959	13.65	-0.039	-0.006	0.026
Si	1.341	4.087	15.081	-0.041	0.047	0.039
Si	3.976	1.408	15.012	0.014	0.024	0.072
Si	1.392	9.54	15.025	0.041	0.077	-0.028
Si	4.072	6.82	15.042	0.013	-0.052	-0.007
Si	1.328	15.079	15.084	0.002	-0.066	0.139
Si	4.061	12.313	15.015	-0.034	0.011	0.116
Si	6.811	4.068	15.059	-0.175	-0.054	-0.051
Si	9.556	1.379	15.018	0.045	-0.016	0.075
Si	6.812	9.569	14.971	-0.014	-0.001	0.051
Si	9.574	6.835	15.005	-0.02	-0.049	0.064
Si	6.742	15.041	14.948	-0.035	-0.12	0.01
Si	9.536	12.324	14.953	0.029	-0.05	0.012
Si	12.291	4.098	15.072	-0.029	-0.014	0.085
Si	15.038	1.357	15.083	-0.061	0.02	0.094
Si	12.319	9.592	15.005	0.062	0.057	0.023
Si	15.05	6.802	15.054	-0.024	0.002	-0.002
Si	12.332	15.058	14.986	0.042	0.126	-0.029
Si	15.036	12.344	15.035	-0.003	-0.092	-0.02
Si	16.38	0.029	16.545	0.063	0.056	0.002
Si	2.649	2.73	16.512	0.058	-0.024	0.016
Si	0.024	5.475	16.479	-0.05	-0.113	0.143
Si	2.725	8.176	16.451	0.017	-0.01	0.101
Si	0.041	10.955	16.328	0.043	0.023	0.062
Si	2.733	13.712	16.42	-0.029	-0.092	0.063
Si	5.306	16.368	16.271	0.073	0.026	0.016
Si	8.211	2.725	16.43	0.007	-0.032	0.199
Si	5.371	5.391	16.407	0.024	0.083	0.077
Si	8.211	8.234	16.325	0.111	0.171	0.004
Si	5.389	10.873	16.345	0.227	-0.018	-0.011
Si	8.065	13.622	16.27	-0.134	0.023	0.15
Si	10.945	16.392	16.336	0.035	-0.053	0.127
Si	13.618	2.68	16.446	0.092	0.025	0.075
Si	10.923	5.495	16.437	-0.05	0.072	-0.015
Si	13.642	8.161	16.364	0.025	0.016	-0.022
Si	10.989	11.051	16.323	-0.18	-0.087	0.08
Si	13.71	13.768	16.402	-0.157	0.045	-0.011
Si	1.339	1.369	17.992	-0.059	0.055	0.087
Si	3.956	4.124	17.918	-0.079	0.178	-0.002
Si	1.447	6.8	17.915	-0.011	-0.016	0.042
Si	4.089	9.549	17.82	-0.035	0.029	0.001
Si	1.346	12.342	17.754	-0.031	0.04	-0.107
Si	4.068	15.072	17.855	0.068	0.083	0.255
Si	6.595	1.386	17.567	-0.406	0.017	-0.098
Si	9.582	4.122	17.834	-0.022	-0.177	0.007
Si	6.807	6.821	17.592	-0.007	-0.186	-0.17
Si	9.63	9.658	17.641	-0.062	0.006	0.097
Si	6.724	12.237	17.694	0.021	-0.022	0.026
Si	9.526	14.935	17.522	-0.089	0.184	-0.215
Si	12.267	1.281	17.855	-0.175	-0.04	0.039
Si	14.978	4.086	17.783	-0.038	0.045	0.015
Si	12.245	6.91	17.831	0.071	0.091	0.161
Si	15.121	9.494	17.594	0.062	-0.181	-0.03
Si	12.335	12.441	17.739	-0.052	0.109	0.023
Si	15.005	15.065	17.924	-0.009	0.016	0.079
Si	16.265	2.771	19.286	-0.072	0.096	0.417
Si	2.692	16.377	19.426	0.11	0.029	0.491
Si	0.005	8.205	19.134	0.087	0.272	0.017
Si	2.661	5.381	19.496	-0.119	0.092	0.033
Si	0.02	13.693	19.225	0.087	-0.28	0.378
Si	2.697	10.988	19.127	0.044	0.047	0.155
Si	5.29	2.589	19.019	0.017	0.038	-0.041
Si	8.447	16.099	19.246	-0.232	-0.56	0.236
Si	5.599	8.165	19.038	-0.114	0.057	0.032
Si	8.217	5.648	19.03	-0.18	-0.072	0.02
Si	5.455	13.608	19.165	-0.088	0.103	0.021
Si	8.249	10.972	19.011	-0.027	-0.184	-0.17
Si	10.907	2.681	19.228	0.22	0.302	-0.038
Si	13.603	16.374	19.375	-0.06	0.087	0.037
Si	10.951	8.455	19.185	-0.024	-0.113	0.156
Si	13.612	5.479	19.15	-0.222	-0.184	-0.041
Si	10.71	13.66	19.071	-0.222	-0.136	-0.362
Si	13.847	10.986	18.765	-0.013	0.097	0.235
Si	0.815	4.454	20.719	0.167	-0.356	-0.387
Si	4.165	1.411	20.749	-0.279	-0.722	-0.253
Si	1.189	9.782	20.474	-0.098	0.07	0.062
Si	4.144	6.253	21.239	-0.069	-0.2	-0.195
Si	1.416	14.811	20.826	-0.022	0.075	-0.421
Si	3.71	12.609	20.556	0.066	0.064	-0.14
Si	6.814	3.359	20.525	0.082	0.1	-0.217
Si	9.406	1.429	20.542	-0.443	0.363	-0.318
Si	7.138	9.362	20.243	0.17	0.31	-0.038
Si	9.278	7.242	20.366	0.269	0.371	0.051
Si	7.447	14.257	20.301	-0.245	0.235	-0.099
Si	9.117	12.616	20.407	-0.057	-0.31	0.512
Si	12.448	3.917	20.59	0.045	-0.127	0.004
Si	14.642	1.649	20.653	0.127	0.191	-0.272
Si	12.44	10.04	20.282	0.096	0.066	-0.299
Si	15.109	6.746	20.42	0.27	-0.391	-0.259
Si	12.187	15.348	21.036	0.039	0.071	0.197
Si	15.335	11.925	20.34	0.199	0.06	-0.245
Si	0.025	0.309	22.883	0.001	-0.087	0.081
Si	2.094	2.642	22.683	0.171	0.177	0.059
Si	13.716	7.815	21.894	0.008	0.287	0.408
Si	2.932	8.534	22.921	-0.132	0.122	0.212
Si	13.397	11.587	25.008	0.167	0.005	0.488
Si	4.189	14.429	25.032	0.141	-0.074	0.053
Si	5.281	0.407	23.562	-0.011	-0.065	0.096
Si	10.172	0.556	22.539	-0.316	0.061	0.267
Si	5.465	4.782	22.65	-0.1	0.19	0.124
Si	5.222	10.655	22.493	0.202	0.168	-0.057
Si	7.722	15.044	23.172	-0.218	0.13	0.345
Si	9.178	12.44	23.621	-0.162	-0.181	0.269
Si	13.696	6.445	26.069	0.106	-0.041	0.137
Si	11.173	6.021	22.417	-0.012	-0.134	0.302
Si	1.242	9.439	25.096	-0.223	0.093	0.291
Si	9.207	9.899	25.282	-0.003	-0.051	0.211
Si	10.156	2.853	24.781	0.006	0.098	0.378
Si	15.071	13.094	30.801	-0.107	-0.143	-0.305
Si	4.127	3.063	24.801	0.154	-0.193	0.19
Si	9.741	9.938	29.568	0.063	0.074	-0.002
Si	4.147	11.142	27.098	0.077	-0.1	-0.054
Si	2.167	12.348	25.308	0.103	0.123	0.094
Si	5.968	12	25.031	-0.064	0.068	0.169
Si	12.822	5.277	30.621	-0.017	0.03	-0.182
Si	7.989	3.246	26.747	-0.04	-0.016	0.151
Si	15.888	12.849	26.147	-0.167	-0.123	0.03
Si	10.841	7.214	25.297	-0.075	0.293	0.429
Si	6.692	12.669	27.676	0.065	-0.003	-0.041
Si	13.259	3.499	25.503	0.017	0.038	0.166
Si	0.356	2.972	27.898	-0.026	0.172	0.035
Si	14.055	4.422	28.162	-0.098	0.081	0.019
Si	14.743	8.746	24.717	0.166	0.157	0.452
Si	2.822	9.585	29.147	-0.016	-0.079	-0.121
Si	12.9	12.414	22.052	0.267	-0.471	0.117
Si	15.433	1.408	25.671	-0.209	0.253	0.245
Si	15.284	0.51	28.601	-0.161	-0.01	-0.073
Si	4.962	15.188	27.92	-0.059	-0.15	-0.105
Si	0.646	9.781	33.092	0.068	0.259	-0.392
Si	7.827	4.761	24.401	-0.05	-0.12	0.178
Si	4.337	11.529	30.884	0.186	-0.042	-0.321
Si	2.84	14.205	29.908	-0.038	0.047	-0.135
Si	3.62	3.411	27.985	0.053	0.129	0.026
Si	10.31	15.096	30.65	-0.002	0.096	-0.136
Si	5.532	7.636	31.606	0.039	-0.288	-0.176
Si	11.131	7.777	31.329	-0.106	-0.137	-0.511
Si	6.009	1.548	28.647	0.154	0.023	0.102
Si	7.816	8.818	27.621	-0.027	-0.002	-0.007
Si	11.827	3.724	33.243	-0.236	0.037	-0.174
Si	13.191	15.608	30.462	-0.108	-0.045	-0.193
Si	1.803	7.062	30.654	0.064	-0.04	-0.111
Si	9.6	12.7	28.76	0.124	0.04	-0.08
Si	15.337	10.073	30.551	-0.275	0.029	-0.364
Si	8.528	6.138	26.81	-0.068	0.078	0.277
Si	6.521	15.12	33.415	0.372	0.103	0.029
Si	3.055	8.418	33.244	0.053	0.013	-0.724
Si	6.098	4.815	32.358	-0.019	0.27	-0.229
Si	0.355	10.283	27.867	-0.089	0.007	-0.05
Si	4.515	12.721	33.71	0.32	-0.328	0.171
Si	8.608	3.112	32.841	0.054	-0.061	-0.305
Si	12.066	15.199	33.104	-0.195	0.037	-0.162
Si	9.632	7.332	33.836	-0.124	-0.079	-0.45
Si	6.884	10.02	30.167	0.067	-0.078	-0.126
Si	7.804	0.494	31.156	0.208	0.235	-0.194
Si	11.938	9.187	33.819	-0.021	-0.001	-0.265
Si	15.062	7.217	31.123	0.058	0.073	-0.522
Si	0.203	14.217	28.582	-0.122	-0.02	-0.159
Si	15.802	6.97	33.94	-0.188	-0.107	-0.167
Si	4.114	5.431	30.14	0.058	-0.028	0.005
Si	0.89	14.552	32.536	-0.02	0.028	-0.265
Si	10.756	12.295	26.121	0.043	-0.052	0.197
O	14.614	11.508	30.965	-0.034	0.19	0.4
O	0.422	15.902	33.427	-0.015	-0.016	0.215
O	1.835	3.742	34.94	-0.282	0.311	0.206
O	3.95	1.69	34.946	0.034	-0.104	0.415
O	4.996	4.469	31.157	-0.023	-0.22	0.114
O	4.75	6.94	30.325	0.047	0.068	0.013
O	6.594	5.677	0.291	-0.137	-0.006	0.074
O	16.346	10.948	33.939	-0.103	-0.097	-0.238
O	4.214	6.462	35.038	-0.157	0.208	0.236
O	2.221	7.51	32.155	0.033	0.145	0.07
O	2.956	14.845	0.053	0.169	-0.188	0.117
O	3.628	10.125	30.443	0.023	-0.005	0.211
O	7.081	15.699	31.995	-0.135	-0.206	0.059
O	5.905	0.003	34.203	-0.275	0.066	-0.266
O	9.615	1.298	35.186	0.029	-0.005	0.276
O	8.074	3.163	34.371	-0.114	-0.018	0.21
O	5.431	4.421	33.8	-0.172	-0.105	0.468
O	7.571	4.144	32.068	0.118	0.107	-0.032
O	9.868	7.229	32.221	-0.154	0.038	0.452
O	8.254	8.113	34.129	0.222	-0.047	-0.108
O	6.722	9.674	35.248	0.236	-0.272	0.328
O	5.531	11.81	34.59	-0.213	0.096	-0.053
O	9.468	12.421	34.853	0.21	-0.192	0.453
O	7.705	14.395	34.299	-0.168	0.025	-0.204
O	11.47	16.196	34.226	-0.097	0.176	0.266
O	13.089	15.977	32.066	-0.188	0.022	0.024
O	15.031	1.211	34.589	-0.125	0.008	0.003
O	12.826	2.525	33.782	0.218	-0.156	0.051
O	12.571	4.434	31.979	-0.22	0.024	0.058
O	11.898	4.737	34.527	-0.121	0.107	0.286
O	0.346	5.646	33.979	-0.099	0.113	-0.025
O	14.902	6.939	35.298	0.001	0.037	0.104
O	11.34	10.699	34.052	0.159	-0.246	0.057
O	13.383	9.042	34.535	0.104	0.263	0.114
O	14.67	12.396	35.042	0.48	-0.22	0.384
O	12.878	14.02	33.914	0.509	-0.26	0.44
O	1.181	3.914	22.252	0.185	0.147	0.078
O	4.99	7.344	20.359	-0.026	0.104	-0.137
O	5.027	0.627	21.953	0.142	-0.091	-0.407
O	3.261	2.561	21.533	-0.234	0.222	0.017
O	1.885	9.214	21.862	-0.081	0.09	-0.276
O	0.059	10.886	20.995	0.018	-0.064	-0.394
O	5.855	3.4	21.864	0.187	-0.132	-0.223
O	3.286	7.032	22.411	-0.089	-0.087	-0.002
O	2.586	13.68	21.21	0.006	-0.276	-0.109
O	0.549	15.279	22.214	-0.067	0.045	-0.341
O	4.286	9.446	23.038	-0.104	-0.072	0.048
O	4.302	11.854	21.886	-0.11	0.015	0.208
O	7.235	4.905	20.172	0.309	0.046	-0.088
O	8.116	2.456	20.879	0.214	0.031	-0.173
O	10.236	1.561	23.817	0.165	-0.375	-0.335
O	6.963	0.352	18.825	0.602	0.037	-0.28
O	6.225	10.116	21.357	0.038	-0.036	0.119
O	10.046	10.842	26.312	0.092	-0.014	-0.164
O	9.787	6.332	21.637	-0.05	-0.192	0.253
O	8.218	8.36	21.022	-0.188	-0.05	-0.133
O	6.92	14.742	21.796	-0.072	0.021	0.135
O	6.759	16.161	23.914	-0.012	-0.123	-0.26
O	10.89	15.039	20.06	0.454	-0.097	0.162
O	9.524	12.393	22.036	0.113	0.04	-0.563
O	10.911	6.212	24.016	0.235	-0.146	-0.451
O	11.736	4.537	21.98	-0.174	0.02	0.039
O	13.574	2.826	21.183	0.118	-0.18	-0.162
O	15.163	0.876	22.021	-0.125	-0.239	0.032
O	13.483	9.339	21.354	0.018	-0.308	0.029
O	11.982	11.443	21.08	-0.467	0.047	-0.076
O	13.815	10.014	25.195	0.106	-0.13	0.145
O	16.144	5.635	21.125	-0.038	0.325	0.072
O	11.681	0.009	22.199	0.698	-0.231	-0.269
O	9.194	15.701	22.951	0.364	0.095	-0.13
O	14.485	12.363	21.67	-0.106	0.347	0.154
O	12.484	13.97	21.879	-0.15	0.185	-0.156
O	16.033	0.408	24.497	0.317	-0.011	-0.243
O	15.786	14.094	27.177	0.311	0.108	-0.042
O	2.632	2.782	24.21	-0.215	0.037	-0.076
O	1.303	1.25	22.596	0.034	0.059	-0.068
O	3.768	9.714	27.8	-0.139	0.251	-0.068
O	14.186	7.956	23.431	-0.276	-0.444	-0.131
O	7.868	9.319	26.055	-0.087	-0.071	-0.161
O	6.233	11.317	23.598	-0.045	-0.112	-0.094
O	12.726	11.833	23.561	-0.191	0.11	-0.608
O	0.783	13.178	25.259	-0.023	-0.051	-0.052
O	3.094	13.372	24.471	-0.109	-0.07	-0.015
O	5.561	13.575	24.883	-0.044	0.105	-0.362
O	5.074	1.764	24.452	-0.005	0.193	-0.111
O	4.163	15.73	24.079	0.014	-0.081	-0.329
O	8.428	4.656	27.491	0.149	0.095	0.081
O	9.352	2.496	26.188	0.016	-0.183	-0.025
O	4.645	4.406	24.026	-0.115	0.205	-0.104
O	6.962	5.278	23.141	0.03	0.195	-0.059
O	7.144	12.131	26.18	0.098	-0.016	0.035
O	4.826	10.967	25.629	0.019	-0.048	0.002
O	8.821	10.864	24.017	-0.133	0.064	-0.181
O	8.016	13.586	23.879	0.223	-0.069	0.051
O	8.003	12.346	28.581	-0.038	-0.029	0.068
O	13.965	0.336	29.567	-0.018	0.127	0.017
O	13.712	5.059	25.14	-0.029	-0.057	-0.268
O	14.899	7.537	25.825	-0.138	-0.083	0.004
O	12.247	7.109	21.865	-0.116	-0.049	-0.27
O	11.7	3.298	25.078	-0.067	0.191	-0.204
O	1.903	10.878	24.681	-0.182	-0.272	-0.138
O	16.201	9.35	24.362	0.05	0.077	-0.283
O	12.36	12.041	26.187	0.255	0.065	-0.001
O	10.158	8.635	24.841	0.209	-0.147	0.104
O	14.252	2.318	24.927	0.284	-0.274	0.135
O	10.362	12.91	24.66	-0.128	0.016	-0.087
O	16.076	13.007	29.527	0.029	-0.164	0.084
O	1.969	3.253	28.148	-0.143	-0.174	0.001
O	10.44	11.362	29.199	-0.211	-0.051	0.221
O	7.125	2.389	27.798	-0.114	0.053	-0.141
O	7.992	6.126	25.271	-0.003	0.136	-0.126
O	2.25	8.351	24.418	-0.005	0.103	-0.303
O	6.578	8.708	31.049	0.065	0.07	0.336
O	5.943	11.299	30.562	-0.015	-0.01	-0.069
O	5.611	0.255	27.759	0.154	-0.024	0.001
O	6.3	14.232	27.901	0.199	0.091	-0.1
O	1.819	14.096	28.625	-0.098	-0.052	-0.185
O	14.907	0.529	26.986	-0.037	-0.188	-0.073
O	13.008	4.186	29.418	-0.104	-0.024	-0.092
O	4.007	3.319	26.404	0.183	0.131	-0.365
O	11.692	6.462	30.534	0.072	0.297	0.227
O	7.095	3.669	25.422	-0.035	0.078	-0.408
O	9.275	4.043	24.046	0.028	-0.056	-0.181
O	12.374	7.367	25.82	0.052	-0.103	0.078
O	9.282	9.123	28.244	0.16	0.163	-0.162
O	10.083	6.612	26.629	0.084	-0.243	0.024
O	4.026	14.861	26.606	-0.256	0.114	0.279
O	10.765	8.922	30.26	0.099	-0.134	0.283
O	11.666	15.572	29.862	0.094	-0.07	-0.151
O	9.697	13.785	29.937	-0.087	-0.112	0.067
O	15.705	4.22	28.226	0.225	-0.134	0.116
O	13.805	5.947	27.613	0.128	0.094	-0.015
O	13.432	3.329	27.117	-0.141	-0.049	-0.02
O	0.952	9.24	26.72	-0.156	-0.226	0.002
O	14.468	8.722	30.862	-0.101	-0.073	0.304
O	2.285	8.083	29.454	0.227	0.077	0.098
O	0.2	8.377	33.81	-0.142	-0.048	0.419
O	16.142	11.494	26.998	0.004	0.019	-0.084
O	14.636	12.633	25.168	-0.105	0.104	-0.258
O	10.266	13.249	27.362	-0.249	-0.089	-0.274
O	2.815	12.066	26.803	-0.009	-0.189	0.23
O	0.151	2.44	26.341	0.15	0.038	-0.085
O	4.575	2.345	28.819	-0.113	-0.08	0.146
O	15.926	13.794	32.013	0.029	0.081	0.339
O	1.981	14.743	31.251	-0.264	0.151	0.23
O	6.751	1.1	30.046	-0.095	0.102	-0.063
O	2.273	9.873	33.235	-0.006	0.202	-0.064
O	4.583	8.454	32.65	-0.037	0.163	0.588
O	6.332	6.436	32.357	0.01	-0.025	-0.007
O	4.121	4.856	28.606	-0.23	0.129	-0.164
O	3.562	12.765	30.159	0.151	-0.075	0.154
O	4.063	15.148	29.306	0.056	-0.126	0.128
O	0.275	9.934	31.496	0.147	-0.218	0.545
O	15.582	9.882	28.93	-0.074	0.147	0.161
O	10.255	3.388	32.807	0.175	0.204	0.056
O	8.34	1.674	32.136	0.164	-0.017	0.18
O	10.781	14.702	32.184	-0.049	-0.145	0.193
O	9.169	16.257	30.511	-0.049	-0.095	0.079
O	7.615	7.194	27.662	-0.058	-0.16	0.108
O	8.454	10.317	30.506	-0.078	0.205	0.161
O	9.611	5.933	34.669	0.042	0.094	0.065
O	6.72	9.581	28.568	0.09	-0.056	0.141
O	5.34	14.033	33.151	-0.36	-0.135	-0.299
O	4.137	11.769	32.454	-0.316	0.112	0.204
O	12.143	8.596	32.314	-0.005	0.383	0.393
O	10.874	8.162	34.527	-0.097	0.041	0.227
O	14.229	6.059	30.387	0.187	0.056	-0.12
O	13.824	14.081	30.403	0.111	0.001	-0.115
O	16.233	15.692	29.102	0.124	0.153	0.422
O	1.579	13.571	33.626	-0.054	-0.063	0.295
O	0.184	7.019	30.591	-0.123	-0.124	0.133
O	2.499	5.592	30.45	-0.216	-0.055	0.109
O	16.195	1.823	28.927	0.083	-0.175	0.189
O	5.259	11.922	28.011	-0.098	0.035	0.117
O	14.813	6.856	32.68	-0.228	-0.247	0.193
O	1.59	10.617	28.87	0.151	-0.021	-0.014
Si	0.012	16.386	5.45	-0.004	-0.024	-0.04
Si	2.703	2.741	5.462	0.034	0.025	0.001
Si	0.005	5.445	5.402	0.024	0.008	-0.055
Si	2.743	8.207	5.464	0.047	0.028	0.027
Si	0.001	10.949	5.379	-0.03	-0.054	-0.044
Si	2.729	13.637	5.406	-0.076	-0.021	-0.03
Si	5.432	0.018	5.477	0.032	-0.027	-0.02
Si	8.259	2.718	5.492	0.045	0.055	-0.014
Si	5.497	5.467	5.527	0.042	0.062	0.04
Si	8.214	8.212	5.512	-0.026	0.027	-0.052
Si	5.437	10.963	5.413	0.038	-0.09	-0.058
Si	8.169	13.705	5.492	-0.031	-0.046	-0.002
Si	10.967	16.394	5.474	-0.015	-0.009	-0.019
Si	13.725	2.707	5.481	-0.021	0.017	-0.017
Si	11.018	5.475	5.464	0.023	0.074	-0.027
Si	13.717	8.183	5.38	-0.003	-0.003	-0.057
Si	10.97	10.95	5.52	0.003	0.052	0.015
Si	13.712	13.682	5.45	0.015	0.048	-0.036
Si	1.362	1.355	6.823	0.023	-0.006	0.015
Si	4.087	4.096	6.837	-0.006	0.004	-0.015
Si	1.359	6.823	6.796	0.01	0.011	-0.02
Si	4.1	9.587	6.817	-0.02	0.001	-0.012
Si	1.36	12.287	6.787	0.036	0.011	-0.009
Si	4.074	15.017	6.807	0.043	0.015	-0.012
Si	6.838	1.369	6.835	-0.021	0.019	-0.032
Si	9.625	4.11	6.834	-0.035	-0.044	-0.043
Si	6.854	6.842	6.872	-0.015	-0.001	0.035
Si	9.584	9.585	6.862	-0.009	0.003	-0.003
Si	6.807	12.306	6.823	0.02	-0.001	-0.031
Si	9.572	15.049	6.844	-0.006	0.017	-0.014
Si	12.322	1.37	6.838	-0.046	0.025	-0.003
Si	15.066	4.103	6.825	0.029	-0.029	-0.004
Si	12.361	6.856	6.818	-0.013	-0.042	-0.033
Si	15.054	9.57	6.771	-0.006	0.006	-0.042
Si	12.348	12.324	6.842	0.015	-0.087	0.012
Si	15.051	15.043	6.83	-0.029	-0.013	0.026
Si	0.011	2.732	8.194	0.008	0.032	0.002
Si	2.725	16.392	8.185	0.001	-0.007	-0.008
Si	0.002	8.201	8.164	-0.006	-0.003	0.008
Si	2.721	5.472	8.188	0.02	0.012	-0.003
Si	0.01	13.659	8.175	-0.019	0.012	-0.004
Si	2.719	10.936	8.179	0.006	-0.018	0.013
Si	5.462	2.732	8.197	0.012	-0.009	0.003
Si	8.201	0.01	8.21	0.024	0.016	0.003
Si	5.462	8.217	8.196	0.053	0.02	0
Si	8.233	5.461	8.204	-0.003	0.014	0.005
Si	5.444	13.67	8.191	-0.005	-0.016	0.004
Si	8.19	10.949	8.197	-0.003	-0.03	0.002
Si	10.962	2.739	8.209	-0.001	0.021	0.013
Si	13.678	16.402	8.198	0	-0.003	-0.012
Si	10.968	8.203	8.194	-0.007	0.009	0.001
Si	13.698	5.472	8.192	-0.029	0.031	0.018
Si	10.95	13.677	8.198	-0.03	-0.014	-0.005
Si	13.701	10.925	8.18	-0.014	0.026	0.012
Si	1.366	4.104	9.562	0.011	-0.022	0.015
Si	4.085	1.365	9.556	0.033	-0.018	0.004
Si	1.361	9.563	9.549	0.026	0.003	-0.006
Si	4.09	6.84	9.552	-0.005	0.014	0.01
Si	1.356	15.033	9.548	0.01	-0.007	-0.006
Si	4.077	12.302	9.555	0.005	0.011	-0.007
Si	6.836	4.101	9.556	-0.001	0.001	0.006
Si	9.573	1.383	9.57	-0.02	0.01	-0.005
Si	6.833	9.57	9.561	-0.021	0.004	0.003
Si	9.595	6.835	9.563	0.002	-0.019	0.003
Si	6.815	15.042	9.557	0.017	-0.018	-0.008
Si	9.569	12.314	9.556	0.002	-0.003	0.003
Si	12.322	4.115	9.567	-0.001	-0.015	0.001
Si	15.033	1.377	9.554	-0.029	-0.015	-0.003
Si	12.328	9.572	9.56	-0.026	0	0
Si	15.052	6.842	9.56	-0.012	-0.007	-0.011
Si	12.308	15.047	9.569	-0.009	0.015	0.007
Si	15.051	12.298	9.554	0.01	-0.038	-0.004

Results
total energy: -115452.432 eV
total energy less fixed offsets of O -438.35, Si -107.03 eV per atom: 13.908 eV
